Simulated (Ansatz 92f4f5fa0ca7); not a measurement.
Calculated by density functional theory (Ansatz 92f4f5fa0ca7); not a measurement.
Periodic cell of 237 atoms, Si147O90, from a study of silicon, its oxide and their interface. The atomic structure is a simulated model.
Doubt: the cutoff is far below the 930 eV that the study's wrapper takes by default for these files, so forces and energies are approximate.
This geometry differs little from another in the collection (a relaxation step or a small displacement).

Settings: functional PBE; potential files Ansatz PAW; basis plane waves; wave-function cutoff 580 eV; density cutoff ratio 5; exchange-correlation grid ratio 1; k mesh 1 x 1 x 1, Gamma-centred; self-consistency stop 5e-08 eV per atom in the density residual; occupations fixed; spin none; net charge 0.

Cell vectors (angstrom)
a	11.6015	0	0
b	0	10.938	0
c	0	0	33.0142

Atoms and the computed forces on them: element, x, y, z (angstrom), force x, y, z (eV/angstrom)
Si	-0.27	-0.1678	24.3876	-0.0677	0.1109	0.0491
Si	3.6377	0.2208	24.0885	-0.003	0.0907	0.073
Si	7.5401	0.1364	24.3149	-0.1583	0.123	-0.1069
Si	1.5092	1.3533	24.2047	0.0598	-0.0557	0.0116
Si	5.6169	1.5339	24.0867	-0.0206	-0.0828	0.1054
Si	9.4979	1.3372	24.6334	0.0908	-0.1529	-0.0837
Si	0.1595	5.6518	24.5144	0.0891	0.1395	-0.0065
Si	3.8851	5.527	24.1966	0.0446	0.057	0.0218
Si	8.0112	5.3151	24.3574	-0.0137	0.1149	0.0256
Si	2.1137	7.0473	24.4945	-0.0085	-0.0725	0.0131
Si	6.0221	6.6145	24.3374	-0.0243	-0.0837	0.0492
Si	9.7588	6.868	24.5236	-0.0295	-0.1289	0.0083
Si	1.884	2.7178	26.185	0.0082	-0.0448	-0.048
Si	5.758	2.7609	26.1581	0.0231	-0.1318	-0.0557
Si	9.7246	2.7815	26.4333	-0.0147	-0.0555	0.0339
Si	0.0457	4.1654	26.3642	0.0295	0.0599	-0.0607
Si	3.8277	4.1072	26.151	-0.0018	0.0971	-0.0735
Si	7.758	4.0198	26.2887	-0.0103	0.0796	-0.0057
Si	1.9405	8.2935	26.4312	0.0123	-0.0655	-0.0313
Si	5.7167	8.1357	26.2043	-0.0272	-0.0267	-0.0719
Si	9.5876	8.2483	26.379	-0.0716	-0.0799	0.0025
Si	-0.0649	9.5176	26.3552	0.0352	0.1041	-0.029
Si	3.8325	9.676	26.1285	-0.0147	0.0546	-0.0655
Si	7.6047	9.539	26.1717	0.0501	0.0382	0.0037
Si	0.0109	0.0235	28.2091	0.0206	-0.0537	0.0021
Si	3.8873	0.0089	28.1396	-0.0108	-0.0532	0.0585
Si	7.6903	-0.0043	28.1298	0.0316	-0.0706	0.0034
Si	1.9501	1.3699	28.15	0.0143	0.0525	0.0259
Si	5.7861	1.3919	28.1334	0.0147	0.0809	-0.0014
Si	9.6632	1.3162	28.2447	-0.044	0.0552	0.0157
Si	-0.0152	5.5294	28.2486	-0.0297	-0.0624	0.0355
Si	3.8347	5.437	28.147	0.0037	-0.0612	0.0248
Si	7.6744	5.469	28.1713	-0.0463	-0.0845	-0.0005
Si	1.9422	6.8246	28.2455	-0.021	0.0764	0.0081
Si	5.7361	6.8326	28.1739	0.0212	0.0409	0.0608
Si	9.6005	6.8114	28.2253	0.0471	0.0744	0.0304
Si	1.9336	2.7345	30.115	0.0732	0.0007	-0.1729
Si	5.8008	2.7345	30.115	0.017	0.0011	-0.2027
Si	9.6679	2.7345	30.115	-0.0744	-0.0063	0.2046
Si	0	4.1018	30.115	-0.0047	-0.0153	0.1765
Si	3.8672	4.1018	30.115	-0.011	-0.0909	-0.1012
Si	7.7343	4.1018	30.115	-0.1314	-0.0037	-0.0506
Si	1.9336	8.2035	30.115	0.0755	0.0884	0.4005
Si	5.8008	8.2035	30.115	-0.0832	-0.052	-0.0275
Si	9.6679	8.2035	30.115	-0.1005	0.0218	0.1586
Si	0	9.5708	30.115	0.0852	-0.0721	0.022
Si	3.8672	9.5708	30.115	0.0224	0.048	-0.2304
Si	7.7343	9.5708	30.115	-0.0654	0.0773	-0.3016
Si	0	0	32.0486	0.0017	0.0384	0.035
Si	3.8672	0	32.0486	-0.0016	0.119	-0.0315
Si	7.7343	0	32.0486	-0.0152	-0.0009	-0.0821
Si	1.9336	1.3673	32.0486	-0.0117	-0.1004	0.003
Si	5.8008	1.3673	32.0486	-0.0186	-0.0649	-0.0519
Si	9.6679	1.3673	32.0486	0.0067	-0.0109	0.073
Si	0	5.469	32.0486	0.0135	0.0023	0.07
Si	3.8672	5.469	32.0486	-0.0029	0.1324	-0.0028
Si	7.7343	5.469	32.0486	0.0095	0.0467	-0.0277
Si	1.9336	6.8362	32.0486	0.0112	0.0388	0.0223
Si	5.8008	6.8362	32.0486	0.0248	-0.0272	-0.0216
Si	9.6679	6.8362	32.0486	-0.0009	0.0341	0.024
Si	1.9336	2.7345	0.9679	0.0118	-0.0352	0.0995
Si	5.8008	2.7345	0.9679	0.0289	0.0671	-0.1219
Si	9.6679	2.7345	0.9679	0.0507	0.0481	0.2163
Si	0	4.1018	0.9679	0.081	-0.0362	-0.012
Si	3.8672	4.1018	0.9679	-0.0756	-0.0113	0.1612
Si	7.7343	4.1018	0.9679	0.0248	-0.0147	-0.0545
Si	1.9336	8.2035	0.9679	-0.0362	-0.0362	-0.083
Si	5.8008	8.2035	0.9679	-0.0667	-0.078	0.0047
Si	9.6679	8.2035	0.9679	0.1333	-0.0625	-0.0579
Si	0	9.5708	0.9679	-0.0147	0.0178	0.1039
Si	3.8672	9.5708	0.9679	0.0377	-0.0785	0.1534
Si	7.7343	9.5708	0.9679	0.0653	-0.0605	-0.2675
Si	0.0136	0.0111	2.9122	0.0408	-0.0696	-0.0144
Si	3.9015	0.0023	2.9167	0.0008	-0.0731	-0.0048
Si	7.7821	0.0312	2.8376	0.0103	-0.0289	0.0106
Si	1.9675	1.3399	2.9086	-0.019	0.0705	-0.0169
Si	5.8264	1.349	2.8692	0.0171	0.0552	-0.0017
Si	9.7064	1.386	2.9346	-0.0236	0.0732	-0.0116
Si	0.0456	5.4242	2.9272	-0.0032	-0.0495	-0.0007
Si	3.8423	5.461	2.9362	-0.0113	-0.055	-0.0237
Si	7.7636	5.4935	2.879	0.0023	-0.0749	-0.0075
Si	1.9345	6.859	2.9049	0.0139	0.0528	0.0144
Si	5.7912	6.7982	2.8855	0.0019	0.0697	-0.0261
Si	9.7227	6.7953	2.869	0.0048	0.0536	-0.0091
Si	1.9994	2.5687	4.9273	-0.0053	-0.0351	0.0122
Si	5.8317	2.8096	4.7128	0.0035	-0.0674	0.0064
Si	9.6959	2.7092	4.9301	-0.0354	-0.103	0.0605
Si	0.0872	3.9905	4.8533	0.0392	0.064	0.0137
Si	3.8673	4.0588	4.877	-0.0343	0.0913	0.0498
Si	7.7915	4.0984	4.7759	0.0112	0.095	-0.0073
Si	1.9636	8.3298	4.7786	-0.0307	-0.0758	-0.0152
Si	5.8299	8.2223	4.7565	-0.0299	-0.0774	0.0172
Si	9.741	8.14	4.7895	-0.001	-0.0759	0.0401
Si	-0.0294	9.6346	4.8826	-0.0027	0.0543	0.0384
Si	3.9324	9.6341	4.9045	0.0149	0.1011	0.0639
Si	7.7999	9.484	4.6414	0.006	0.0409	-0.0197
Si	-0.1317	-0.0311	6.9635	-0.0173	0.0871	-0.0263
Si	4.1034	-0.0072	6.9763	-0.0467	0.0984	-0.0818
Si	7.6687	-0.0457	6.4662	0.0191	0.1788	0.0074
Si	1.9518	1.1709	6.9679	0.018	-0.0744	0.0142
Si	5.8849	1.49	6.6138	-0.0769	-0.1569	-0.0114
Si	9.4472	1.3937	6.9655	0.1095	-0.063	-0.0416
Si	0.2337	5.4212	6.7255	-0.0341	0.0491	0.0154
Si	3.9864	5.5291	6.7613	0.0295	0.0399	-0.0407
Si	7.8119	5.4523	6.7036	0.0346	0.0601	-0.0258
Si	2.0834	6.9014	6.6117	0.0286	-0.0612	-0.0357
Si	5.926	6.8515	6.6704	-0.0207	-0.0679	0.0073
Si	9.8164	6.6827	6.693	-0.0034	-0.0626	-0.0406
O	5.8901	7.6939	8.1152	0.0153	0.0522	-0.0144
O	7.6911	4.6079	8.1344	-0.0191	-0.0476	0.0331
O	11.4016	9.8029	8.2054	-0.0081	-0.0862	0.0318
O	8.8368	2.2306	8.321	-0.0448	0.0378	0.0258
O	7.4395	9.87	7.7609	-0.0501	-0.0521	0.0084
O	9.7719	7.6253	8.0535	0.0086	0.037	0.0089
O	2.2142	7.9212	7.9387	-0.0272	0.0064	0.0236
O	6.176	2.3666	8.0167	0.0355	0.0343	0.0029
O	0.4779	4.5434	8.1279	0.0092	-0.0229	-0.0105
O	4.7783	10.091	8.2937	0.0582	-0.0593	0.0342
O	3.9924	4.8772	8.3064	-0.0066	-0.0329	0.0391
O	1.8844	2.2402	8.2286	-0.025	0.0509	-0.0061
O	2.3067	8.343	23.4412	0.0372	-0.0032	-0.066
O	5.7025	2.4448	22.6633	0.0202	0.0536	-0.1108
O	-0.4286	9.9062	22.9594	-0.0168	-0.0647	-0.059
O	3.5232	5.3148	20.0816	0.0099	0.0097	-0.0012
O	3.5106	4.746	22.7459	-0.0389	-0.0004	-0.0103
O	3.7443	10.3383	22.628	-0.0164	-0.1038	-0.0682
O	9.4061	2.2168	23.2431	0.0286	0.0033	0.0438
O	6.4681	7.6422	23.1019	-0.0152	0.0541	-0.0758
O	9.622	7.7441	23.124	0.0143	0.0461	-0.0051
O	8.3625	4.6019	22.878	0.0199	-0.0379	-0.0287
O	7.8987	10.7622	22.7077	0.011	-0.0037	0.0105
O	0.1221	4.6734	23.1948	-0.0237	-0.0508	0
Si	-0.9212	8.5701	9.0111	0.018	0.0213	-0.0187
Si	4.062	0.0513	13.6011	-0.003	0.0011	-0.0113
Si	0.3173	3.4905	22.1095	0.0052	-0.0321	0.0322
Si	6.1917	2.5909	21.0912	-0.0042	-0.0054	0.0315
Si	11.9286	0.1632	13.2383	-0.0131	-0.0097	-0.0018
Si	3.4976	5.016	9.8665	0.0065	-0.0087	0.0189
Si	14.7441	8.9011	22.1442	0.0511	0.018	0.0422
Si	1.1399	3.4039	9.0893	0.0171	-0.0056	-0.0167
Si	4.6574	4.6416	19.1405	0.0081	-0.002	0.0028
Si	2.5081	3.9651	17.1005	0.0148	0.0007	0.0208
Si	14.8884	-2.8377	14.1507	-0.0052	-0.0055	-0.0148
Si	-1.2154	8.747	22.106	0.0296	0.0148	0.0244
Si	7.4945	11.9894	16.4257	-0.0217	0.0084	0.0172
Si	6.5377	11.4814	19.0786	-0.0043	0.0263	0.0268
Si	0.1812	3.8976	13.9193	-0.0188	-0.0039	-0.0245
Si	17.7693	4.0421	11.4783	-0.0186	0.0203	0.0365
Si	-0.4718	2.3477	11.461	-0.0075	0.0014	0.0006
Si	8.2095	9.0475	10.8518	0.0002	-0.0041	0.0628
Si	6.6296	-1.6942	17.3001	-0.009	0.0067	0.0149
Si	7.9115	10.1399	21.205	0.0222	0.0069	0.0301
Si	13.6703	1.8991	14.9065	-0.0024	-0.0007	0.0027
Si	9.5074	3.1143	15.9881	-0.0065	-0.0019	-0.0013
Si	1.3859	-4.7722	15.3933	-0.0165	0.0008	0.0082
Si	7.4675	3.0992	8.7217	0.0148	0.001	-0.029
Si	2.3715	-1.4944	11.8747	-0.016	0.0054	0.0146
Si	12.8496	7.6262	20.6245	-0.0397	0.0163	-0.0396
Si	5.9247	7.3413	14.9482	0.0137	-0.0051	-0.0042
Si	5.9644	7.9037	21.5845	-0.0572	0.0224	0.02
Si	6.4987	1.7006	13.6447	0.0178	0.0347	0.0008
Si	8.2633	5.6013	15.2433	-0.0015	0.0206	-0.0076
Si	9.0906	0.5517	12.4938	-0.0043	-0.0192	0.016
Si	6.1744	9.2364	8.5718	-0.0358	-0.0124	-0.0111
Si	9.0011	3.2911	22.1128	-0.0417	-0.0208	0.0048
Si	7.6323	6.6943	12.6842	-0.0025	-0.0172	-0.0248
Si	2.6259	5.0672	21.3963	0.0365	-0.0245	0.0136
Si	13.5064	7.747	9.5295	-0.0108	-0.0211	0.0227
Si	0.5839	5.9708	18.1866	-0.006	0.0026	-0.01
Si	6.8593	6.583	18.977	-0.0157	0.0066	-0.0556
Si	9.3975	5.3131	17.9069	0.0024	0.0163	-0.0027
O	8.1044	5.5451	18.855	0.0119	-0.0043	0.0139
O	13.7626	2.4943	16.439	-0.0051	-0.0067	-0.0038
O	10.8929	3.2376	15.1375	-0.005	-0.0022	0.009
O	6.9208	12.5211	17.8725	0.0138	-0.0188	-0.0091
O	6.6362	7.7153	13.5138	-0.0079	0.0074	0.0147
O	1.3493	4.5154	18.1364	0.0008	-0.0036	0.0001
O	6.7071	6.0318	15.528	0.0023	0.0005	-0.0016
O	9.7138	-9.4002	11.3414	0.0044	-0.0022	-0.0066
O	6.4732	1.6881	15.2988	-0.0013	-0.007	-0.0189
O	3.3039	10.7571	12.1631	0.0068	0.0024	-0.0074
O	7.2155	-2.951	18.1953	-0.0066	0.0107	0.0011
O	10.3157	0.0165	13.4477	0.0153	-0.0003	-0.002
O	2.2954	9.1458	10.2856	0.0084	0.0143	-0.0101
O	13.4072	6.4536	21.6237	-0.0092	0.0263	0.0052
O	9.6081	9.2372	10.0312	-0.0132	0.0114	-0.0117
O	0.2584	7.6399	9.7052	0.023	-0.0119	-0.0216
O	3.7793	-1.3028	14.506	0.0023	-0.0022	0.0138
O	2.1422	8.9837	20.8504	0.0208	-0.0169	0.0426
O	10.458	3.4371	21.3312	-0.008	-0.0031	0.0169
O	6.9099	-5.555	12.0428	0.0128	0.0185	-0.0053
O	7.6242	-0.6005	16.5518	-0.0006	-0.0066	-0.0099
O	0.9369	-1.2342	12.6424	-0.0005	0.0094	-0.0071
O	7.083	3.2903	10.316	-0.0027	0.0006	-0.0116
O	8.3503	3.9746	15.198	0.0049	-0.004	0.0032
O	8.2321	10.237	11.9497	0.0053	0.0163	-0.0216
O	13.2252	3.1355	13.9385	0.0089	-0.0031	-0.0019
O	12.6203	11.5812	14.6546	0.0123	0.0077	0.0116
O	3.9135	3.8097	17.9361	-0.0226	-0.0021	-0.0151
O	8.7413	6.1995	13.7979	0.0004	-0.0037	0.0153
O	11.5217	2.7917	9.9627	-0.024	-0.0048	-0.0003
O	5.6101	0.3828	13.2399	-0.0064	-0.009	-0.0041
O	1.3291	7.104	19.0913	0.0032	-0.0153	0.0017
O	0.4484	6.5293	16.6685	0.0103	-0.0036	-0.0143
O	5.9784	3.0051	12.7628	0.0137	-0.0395	0.0156
O	5.8579	8.532	16.0585	0.0051	0.0053	-0.0007
O	-0.5514	3.6486	12.4748	0.0064	0.0148	0.0206
O	4.3384	7.8989	21.6447	0.0373	0.0314	0.0506
O	16.3271	4.5775	10.8637	0.005	-0.001	-0.0273
O	5.5733	3.8093	20.2061	-0.0133	0.0222	0.0003
O	3.5293	1.3501	14.4372	-0.0101	0.0007	0.0046
O	1.5274	14.8334	21.0849	-0.0029	0.0155	-0.0033
O	-0.2518	7.9197	21.1109	0.0013	-0.0073	0.0175
O	0.8957	2.1531	22.8647	-0.0317	0.0391	-0.0202
O	5.5265	5.8195	18.4037	0.0069	0.0079	0.012
O	7.9247	11.0629	19.8599	-0.0377	0.0117	0.015
O	13.5413	7.6113	14.9058	0.0004	-0.0008	0.0015
O	9.2791	9.3023	21.0641	0.0019	-0.0102	0.0192
O	0.4757	5.4779	14.2079	0.0032	0.0025	-0.0055
O	3.0258	-2.8401	12.541	0.012	0.0024	0.0035
O	2.8185	6.5064	10.1081	-0.0211	0.0327	-0.0285
O	7.8288	2.7711	21.0944	0.0168	-0.0014	0.0205
O	6.5034	9.334	21.0778	-0.004	-0.0049	0.0362
O	9.657	3.7496	17.4925	0.0037	-0.0055	0.0028
O	2.2577	3.9824	10.1221	-0.0024	0.0093	-0.0219
O	5.7802	-0.7487	18.3625	0.0142	-0.0156	-0.0023
O	6.7521	9.1897	10.1004	0.0147	0.0088	-0.0123
O	9.1845	6.1342	16.4866	-0.0028	-0.0039	-0.009
O	4.3913	-3.947	14.5768	-0.004	0.0066	0.0006
O	14.1574	-5.8254	15.9092	0.0018	0.0028	-0.0137
O	6.5676	6.7946	20.5695	-0.0032	-0.0055	0.0296
O	12.2151	1.289	12.0744	0.0032	-0.0121	-0.0033
O	10.6762	5.8177	18.7665	-0.0004	-0.008	0.0042
O	5.668	1.2719	20.2526	0.0215	-0.043	-0.0299
O	8.0705	1.4787	13.3251	-0.0188	-0.0011	-0.0003
O	8.3149	7.5581	11.5042	-0.0005	-0.0057	-0.0088
O	9.018	1.5773	16.1469	0.008	0.0075	0.005

Results
free energy: -144628.896 eV
free energy less fixed offsets of O -568.88, Si -635.61 eV per atom: 4.974 eV

The program warned: the cutoff lies below the one the program advises for these potential files; the exchange-correlation potential is rough where the density is thin.
